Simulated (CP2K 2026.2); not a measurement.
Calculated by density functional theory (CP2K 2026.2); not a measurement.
Periodic cell of 528 atoms, Si368O160, from a study of silicon, its oxide and their interface. The atomic structure is a simulated model.
Doubt: the forces sum to 0.89 eV/angstrom along one axis rather than to zero, so they err by at least 0.0017 eV/angstrom per atom on average; the grid cutoff is modest.

Settings
functional: PBE
method: Gaussian and plane waves
basis set: DZVP-MOLOPT-SR-GTH
pseudopotentials: GTH-PBE
grid cutoff: 350 Ry, relative cutoff 50 Ry
k points: Gamma only
occupations: fixed
spin: none
net charge: 0

Cell vectors (angstrom)
a 15.3871 0 0
b 0 15.3871 0
c 4.6508 -3.7306 40.1514

Atoms and the computed forces on them: element, x, y, z (angstrom), force x, y, z (eV/angstrom)
Si 15.466 -2.501 30.274 0.052 0.084 0.164
Si 15.734 -0.114 31.999 0.393 0.141 0.525
Si 18.331 3.473 29.011 -0.012 -0.039 0.123
Si 15.926 7.853 34.072 0.128 -0.092 0.741
Si 4.865 12.289 32.108 -0.254 -0.183 0.608
Si 5.188 -0.08 32.134 -0.392 0.141 0.514
Si 18.304 4.201 32.123 0.084 -0.116 0.031
Si 18.767 8.833 29.813 0.008 -0.034 0.056
Si 8.571 -1.632 29.949 0.029 0.035 0.123
Si 9.074 0.198 34.286 0.009 0.086 -0.025
Si 9.001 3.333 31.275 0.56 0.169 0.151
Si 8.091 8.26 31.676 -0.193 -0.098 0.803
Si 12.508 8.647 29.276 -0.034 0.134 0.111
Si 12.736 0.358 31.273 -0.008 0.007 0.157
Si 15.962 3.809 34.086 0.138 0.151 0.713
Si 15.551 2.615 27.883 0.036 -0.058 0.098
Si 7.479 11.314 31.357 -0.011 0.026 0.144
Si 3.963 0.156 34.126 -0.021 0.014 -0.02
Si 5.168 3.876 34.147 0.295 0.062 0.534
Si 5.156 7.851 34.172 0.348 -0.003 0.526
Si 8.827 11.716 34.105 -0.119 -0.059 0.758
Si 8.226 0.463 32.157 0.152 -0.101 0.624
Si 7.652 3.962 34.079 -0.181 -0.031 0.643
Si 8.306 5.94 35.221 0.047 -0.018 -0.057
Si 12.847 11.256 30.922 -0.032 0.034 0.221
Si 11.471 0.198 34.094 -0.029 -0.129 0.678
Si 11.194 4.163 31.408 -0.548 -0.375 -0.074
Si 12.784 7.849 33.999 -0.192 -0.143 0.776
Si 17.111 11.566 34.145 0.11 0.173 0.661
Si 16.882 0.122 34.061 0.031 -0.045 0.006
Si 12.817 3.805 34.019 -0.176 0.176 0.797
Si 18.281 7.31 32.169 0.064 0.105 0.104
Si 4.146 11.685 34.266 -0.016 0.004 0.004
Si 4.613 2.006 35.46 0.029 0.018 0.008
Si 4.698 5.863 35.373 -0.022 -0.027 -0.057
Si 4.68 9.749 35.479 0.002 -0.029 0.018
Si 8.55 -1.764 35.441 -0.051 -0.049 -0.031
Si 8.445 2.134 35.43 -0.014 0.042 0.03
Si 7.723 3.141 28.557 -0.016 0.052 0.019
Si 8.401 9.727 35.312 0.083 -0.016 -0.038
Si 12.282 -1.795 35.17 0.012 -0.003 -0.079
Si 12.311 1.989 35.405 0.003 -0.006 0.024
Si 12.397 5.84 35.204 0.013 -0.007 -0.101
Si 12.371 9.729 35.349 0.003 -0.004 -0.015
Si 16.344 -1.847 35.272 -0.02 -0.004 -0.059
Si 16.229 1.937 35.439 -0.047 0.026 -0.003
Si 16.191 5.843 35.294 -0.002 0.002 -0.037
Si 16.276 9.751 35.414 -0.038 -0.026 -0.014
Si 18.079 -1.805 36.873 0.003 -0.018 -0.01
Si 18.105 2.08 36.834 -0.015 0.003 -0.008
Si 18.109 5.87 36.671 -0.004 0.027 0.021
Si 18.14 9.657 36.824 0.025 -0.012 0.001
Si 6.557 -1.765 36.707 0.01 -0.017 0.001
Si 6.551 1.96 36.803 -0.015 0.009 0.009
Si 6.558 5.895 36.801 0.021 0.016 0.006
Si 6.594 9.816 36.808 -0.004 -0.021 -0.018
Si 10.482 -1.827 36.754 0.004 0.033 0.013
Si 10.396 2.171 36.767 0.005 -0.018 -0.021
Si 10.377 5.896 36.507 -0.01 0.003 -0.032
Si 10.39 9.663 36.649 0.002 0.016 0.008
Si 14.284 -1.813 36.518 -0.017 0.006 -0.019
Si 14.256 1.912 36.737 0.004 0.027 0.021
Si 14.265 5.852 36.676 -0.021 -0.006 0.042
Si 14.297 9.8 36.712 -0.017 -0.023 0.015
Si 18.112 11.618 38.146 -0.002 -0.004 -0.007
Si 18.097 0.138 38.174 -0.002 -0.011 -0.038
Si 18.098 4.009 38.126 -0.002 0.014 0.009
Si 18.119 7.736 38.125 0.001 -0.005 0.011
Si 6.576 11.729 38.124 -0.041 -0.01 0.04
Si 6.576 0.077 38.161 0.005 0.019 0.027
Si 6.557 3.939 38.109 -0.005 0.011 0.001
Si 6.57 7.841 38.116 -0.01 -0.011 0.008
Si 10.425 11.605 38.052 -0.027 -0.019 -0.015
Si 10.428 0.153 38.056 0.007 -0.012 -0.026
Si 10.405 4.077 38.066 -0.001 0.021 0.021
Si 10.409 7.755 38 0.015 0.017 -0.002
Si 14.263 11.719 38.029 0.017 -0.016 0.002
Si 14.271 0.012 38.062 0.001 0.001 0.023
Si 14.261 3.919 38.038 0 0.008 -0.028
Si 14.274 7.808 38.024 0.014 -0.003 -0.028
Si 4.651 11.664 39.484 0.021 -0.004 0.023
Si 4.644 0.107 39.501 0.021 -0.008 0.022
Si 4.641 3.974 39.473 0.004 -0.002 0.008
Si 4.654 7.796 39.477 -0.01 -0.001 0.019
Si 8.52 11.671 39.446 -0.008 0.013 0.006
Si 8.53 0.104 39.46 -0.015 0.007 0.014
Si 8.493 3.983 39.445 0.008 -0.013 0.016
Si 8.515 7.8 39.428 0.017 -0.018 0
Si 12.347 11.648 39.413 0.005 0.017 0.003
Si 12.343 0.101 39.425 0.019 0.008 0.002
Si 12.343 3.988 39.414 -0.009 -0.003 0.009
Si 12.339 7.794 39.382 -0.01 0.001 -0.003
Si 16.162 11.658 39.446 -0.012 0.01 0.019
Si 16.159 0.098 39.478 -0.021 -0.006 0.033
Si 16.157 3.966 39.447 -0.006 -0.003 0.013
Si 16.166 7.784 39.438 0.009 0.015 0.004
Si 15.332 1.935 11.535 -0.008 0.001 -0.003
Si 15.358 5.772 11.577 0.003 -0.002 0.008
Si 15.37 9.627 11.609 0.011 0.002 -0.004
Si 15.363 13.45 11.563 0.004 -0.022 -0.013
Si 3.822 1.947 11.53 -0.007 0.004 -0.014
Si 3.828 5.746 11.564 -0.005 0.009 -0.004
Si 3.829 9.602 11.572 -0.012 0.016 -0.006
Si 3.832 13.463 11.52 -0.003 -0.009 -0.009
Si 7.69 1.94 11.513 0.013 -0.003 -0.016
Si 7.673 5.753 11.557 0.003 0.006 -0.004
Si 7.665 9.597 11.542 -0.009 0.026 -0.013
Si 7.662 13.46 11.534 -0.003 0.013 -0.011
Si 11.582 1.931 11.525 0.004 -0.013 0.003
Si 11.572 5.77 11.563 0.008 -0.002 0.007
Si 11.575 9.603 11.577 0.011 0.017 -0.001
Si 11.561 13.451 11.551 -0.004 0.002 -0.004
Si 13.451 1.893 12.97 0.005 -0.041 0.012
Si 13.465 5.808 12.991 -0.015 0.035 0.018
Si 13.467 9.651 13.021 0 0.007 -0.006
Si 13.462 13.425 12.968 0.004 -0.004 -0.004
Si 1.869 1.995 12.856 0.005 0.004 -0.01
Si 1.899 5.752 12.925 -0.011 0.01 -0.021
Si 1.918 9.616 12.959 0.008 0.02 -0.013
Si 1.921 13.468 12.88 0.021 0.001 -0.025
Si 5.765 1.937 12.86 -0.006 -0.01 0.021
Si 5.748 5.738 12.934 0.004 0.01 0.011
Si 5.753 9.592 12.933 -0.006 -0.004 -0.003
Si 5.732 13.435 12.899 0.032 0.006 -0.029
Si 9.645 1.967 12.827 -0.009 0.002 -0.024
Si 9.627 5.726 12.879 -0.015 0.003 -0.012
Si 9.609 9.574 12.854 -0.015 0.001 -0.024
Si 9.608 13.493 12.848 0.002 -0.025 -0.038
Si 13.436 -0.066 14.346 0.023 0.038 -0.011
Si 13.448 3.844 14.306 0.002 0.011 0.013
Si 13.501 7.745 14.405 0 -0.027 0.006
Si 13.467 11.567 14.445 0.009 -0.026 0.003
Si 1.867 0.063 14.139 -0.005 -0.047 -0.002
Si 1.861 3.851 14.319 -0.004 0.007 0.036
Si 1.916 7.658 14.296 0.005 0.036 0.003
Si 1.95 11.575 14.287 -0.017 0.005 -0.01
Si 5.755 0.011 14.187 -0.027 -0.024 -0.032
Si 5.772 3.804 14.293 -0.001 0.017 0
Si 5.727 7.66 14.299 0.021 0.013 -0.027
Si 5.718 11.518 14.288 0.019 0.014 -0.016
Si 9.648 0.069 14.159 0.013 -0.02 0.021
Si 9.648 3.821 14.269 0.002 0.015 0.035
Si 9.611 7.639 14.208 0.019 0.059 -0.008
Si 9.602 11.533 14.125 0.008 0.047 -0.023
Si 15.428 -0.013 15.614 -0.026 -0.051 0.01
Si 13.404 6.335 18.369 0.018 -0.406 -0.796
Si 15.47 7.746 15.785 -0.003 0.053 0.002
Si 15.486 11.592 15.765 -0.018 -0.021 0.07
Si 3.812 1.857 16.983 0.019 0.051 0.111
Si 3.821 3.796 15.628 -0.017 0.021 -0.028
Si 3.852 5.694 17.024 -0.042 -0.011 0.033
Si 3.259 9.543 16.999 -0.201 0.065 -0.603
Si 7.723 1.809 17.013 -0.08 -0.02 0.037
Si 7.733 5.647 16.993 -0.004 -0.03 0.029
Si 7.691 7.546 15.567 -0.035 0.031 0.009
Si 7.708 11.507 15.502 -0.026 -0.04 0.019
Si 11.47 -0.025 15.672 -0.009 -0.062 -0.006
Si 11.548 3.83 15.688 -0.012 -0.011 -0.013
Si 11.008 9.672 16.888 0.229 -0.125 -0.819
Si 11.395 11.605 15.639 0.02 0.027 0.046
Si 9.622 1.64 18.411 0.011 0.601 -0.221
Si 15.379 5.819 17.151 -0.051 -0.003 -0.011
Si 12.695 9.214 19.423 -0.014 -0.231 -0.091
Si 15.901 13.563 17.058 -0.23 -0.076 -0.816
Si 5.757 2.079 18.302 -0.031 -0.18 -0.789
Si 5.796 5.245 18.274 0.019 0.398 -0.178
Si 5.987 13.366 18.694 0.043 0.007 -0.122
Si 3.612 13.591 16.768 0.093 -0.12 -0.69
Si 7.714 0.034 15.468 -0.011 -0.051 -0.013
Si 3.82 7.651 15.697 0.018 0.019 -0.023
Si 7.92 9.524 16.752 -0.122 0.001 -0.788
Si 3.843 11.494 15.729 0.029 -0.023 -0.001
Si 15.353 1.864 16.981 -0.004 0.086 0.066
Si 11.546 5.809 16.989 0.056 0.002 -0.01
Si 4.272 9.047 20.073 -0.064 0 -0.2
Si 10.635 13.478 16.891 -0.117 0.053 -0.681
Si 13.489 1.818 18.412 -0.11 -0.03 -0.795
Si 15.311 3.881 15.726 0.004 -0.008 -0.014
Si 15.353 10.443 19.989 0.08 0.021 -0.22
Si 12.931 -0.208 20.855 -0.015 0.114 -0.156
Si 17.255 2.192 18.286 0.108 -0.265 -0.848
Si 17.339 5.36 18.387 -0.022 0.185 -0.776
Si 16.221 9.701 16.981 0.127 -0.164 -0.7
Si 15.343 -1.851 20.094 -0.05 0.084 -0.21
Si 3.784 0.085 15.443 0.021 -0.073 0.006
Si 7.738 3.744 15.632 -0.017 -0.024 -0.032
Si 5.929 6.491 20.214 -0.053 -0.285 -0.472
Si 12.739 1.211 23.67 0.005 -0.068 -0.022
Si 11.539 1.879 17.051 0.047 0.007 0.055
Si 9.67 5.583 18.355 -0.01 -0.546 -0.354
Si 11.482 7.719 15.633 0.015 0.038 0
Si 8.223 13.486 16.644 0.298 -0.083 -0.607
Si 10.568 9.512 21.56 0.114 -0.07 -0.201
Si 6.574 10.531 19.169 0.07 0.014 -0.021
Si 17.556 0.284 20.776 0.011 0.102 -0.089
Si 4.052 6.633 25.562 0.073 -0.07 -0.045
Si 17.207 8.967 21.954 0.127 0.012 -0.273
Si 5.209 -0.028 20.606 0.062 0.113 -0.164
Si 11.073 7.25 31.475 0.089 0.025 0.219
Si 9.081 4.557 22.334 0.039 -0.071 -0.102
Si 10.23 -1.147 19.809 0.036 0.026 -0.189
Si 11.376 3.909 24.426 -0.061 -0.045 -0.019
Si 11.981 12.6 26.637 0.023 -0.03 0.081
Si 3.929 0.454 29.249 0.023 -0.036 0.165
Si 14.846 4.52 22.779 -0.058 0.007 -0.119
Si 6.352 8.027 24.307 -0.039 0.057 -0.017
Si 8.769 11.75 20.876 0 0.115 -0.027
Si 10.445 2.401 27.008 -0.02 0.036 0.085
Si 11.975 11.57 33.929 0.24 0.129 0.79
Si 8.825 7.228 20.695 0.063 -0.142 -0.18
Si 17.293 5.914 21.435 -0.003 -0.046 -0.174
Si 15.336 2.113 24.824 -0.005 0.002 0.038
Si 4.328 12.236 24.158 0.151 -0.071 0.012
Si 16.454 -0.032 29.178 0.025 0.052 0.176
Si 14.141 10.808 25.336 0.022 -0.061 0.003
Si 13.274 6.385 24.631 0.012 -0.069 -0.002
Si 5.045 -0.225 23.633 -0.004 0.027 -0.034
Si 5.383 5.119 27.825 0.061 -0.127 0.053
Si 17.116 10.581 24.664 -0.001 -0.03 -0.02
Si 9.968 3.581 19.689 -0.146 0.016 -0.881
Si 4.541 -1.737 35.466 0.031 0.027 -0.013
Si 6.737 0.308 28.258 0.013 0.097 0.016
Si 7.55 -0.664 25.571 -0.018 -0.012 0.029
Si 6.725 10.801 23.162 -0.018 -0.013 -0.077
Si 7.575 9.259 26.981 -0.15 0.032 -0.04
Si 6.448 5.231 23.025 -0.046 0.047 -0.074
Si 13.051 4.108 20.331 -0.107 -0.012 -0.118
Si 17.681 11.393 31.174 -0.053 0.074 0.151
Si 14.455 8.145 26.999 -0.059 0.005 -0.088
Si 12.047 9.072 24.183 -0.028 -0.013 -0.021
Si 3.597 4.591 23.502 0.034 0.005 -0.061
Si 18.018 1.567 23.684 0.051 -0.075 -0.105
Si 6.681 11.852 25.908 -0.029 0.006 -0.019
Si 17.482 8.545 27.038 0.013 0.021 -0.032
Si 7.612 7.892 33.972 -0.047 -0.008 0.04
Si 10.562 -0.236 25.391 -0.017 0.154 0.042
Si 10.724 9.78 26.915 0.03 -0.004 0.006
Si 11.564 -2.007 29.517 -0.125 0.079 0.175
Si 12.71 2.845 29.233 0.077 -0.076 0.075
Si 6.207 7.723 29.36 -0.036 -0.031 0.042
Si 15.384 13.459 0.671 0.001 -0.009 0.015
Si 15.377 1.917 0.701 -0.013 0.003 0.011
Si 15.38 5.777 0.677 0.001 -0.009 0.006
Si 15.394 9.615 0.688 0.002 0.019 0.012
Si 3.858 13.46 0.638 -0.017 0.002 0.004
Si 3.872 1.92 0.676 -0.003 -0.005 0.006
Si 3.86 5.777 0.647 0.003 -0.003 0.005
Si 3.839 9.625 0.662 -0.021 -0.004 0.008
Si 7.695 13.446 0.617 0 -0.011 -0.001
Si 7.673 1.911 0.644 -0.025 -0.003 -0.008
Si 7.69 5.775 0.621 -0.01 0.003 0.002
Si 7.701 9.627 0.638 0.023 0.004 -0.007
Si 11.514 13.451 0.641 0.005 -0.006 0.005
Si 11.531 1.907 0.68 0.026 0.014 0.002
Si 11.511 5.77 0.659 0.004 0 0.003
Si 11.508 9.611 0.666 0.006 0 -0.002
Si 1.933 13.454 2.012 -0.002 -0.012 0.001
Si 1.934 1.919 2.025 -0.003 -0.004 0.001
Si 1.932 5.775 2.014 0.001 0.008 0
Si 1.929 9.62 2.038 0 -0.004 0.004
Si 5.779 13.461 2.003 0.005 0.012 -0.003
Si 5.779 1.917 2.042 0.002 -0.002 0.01
Si 5.779 5.768 2.009 0.001 -0.005 -0.001
Si 5.774 9.617 2.006 0.002 -0.013 -0.013
Si 9.6 13.447 2.01 0 -0.012 -0.003
Si 9.595 1.914 2.016 0.009 0 -0.012
Si 9.593 5.776 2.016 0.006 0.028 -0.004
Si 9.599 9.62 2.03 -0.004 0.009 0.009
Si 13.444 13.46 2.01 -0.001 0.011 0.004
Si 13.449 1.914 2.047 -0.004 0 0.008
Si 13.444 5.767 2.019 -0.01 -0.006 0.002
Si 13.447 9.614 2.016 -0.003 0.002 -0.001
Si 1.927 -0.01 3.377 0 0.001 -0.003
Si 1.924 3.849 3.375 0.002 0 -0.004
Si 1.926 7.691 3.383 0.005 0.013 -0.002
Si 1.924 11.543 3.389 0.001 -0.009 -0.001
Si 5.773 -0.015 3.387 -0.004 0.012 0.007
Si 5.772 3.851 3.387 -0.001 -0.006 0.002
Si 5.771 7.693 3.373 0.008 -0.007 0.007
Si 5.77 11.539 3.375 -0.002 0.006 -0.003
Si 9.601 -0.013 3.374 -0.007 -0.006 -0.002
Si 9.601 3.845 3.373 -0.008 0.004 -0.003
Si 9.6 7.693 3.383 -0.004 0.008 0.004
Si 9.604 11.539 3.391 0.005 -0.009 0.005
Si 13.45 -0.016 3.39 0.002 0.008 -0.003
Si 13.449 3.849 3.388 0.005 -0.01 -0.002
Si 13.449 7.692 3.378 0.001 -0.002 -0.005
Si 13.45 11.538 3.377 -0.007 0.001 0
Si 15.385 -0.012 4.736 -0.002 -0.005 -0.003
Si 15.384 3.848 4.735 0 0.005 -0.005
Si 15.381 7.693 4.732 0.005 -0.007 -0.008
Si 15.378 11.538 4.738 0.006 0.007 -0.005
Si 3.843 -0.009 4.745 0.002 -0.006 -0.002
Si 3.84 3.849 4.743 -0.001 0.002 -0.001
Si 3.847 7.692 4.741 -0.008 -0.007 -0.003
Si 3.847 11.538 4.746 -0.005 0.002 -0.001
Si 7.692 -0.011 4.753 0.001 -0.004 0.003
Si 7.692 3.847 4.751 0.001 0.005 0.003
Si 7.684 7.693 4.748 0.012 0.001 0.002
Si 7.683 11.537 4.753 0.008 0 0.001
Si 11.523 -0.011 4.743 0.003 -0.002 0
Si 11.523 3.846 4.742 0.002 0.01 0
Si 11.527 7.694 4.739 -0.012 0.001 -0.006
Si 11.531 11.536 4.747 -0.008 0.003 0.001
Si 15.382 13.456 6.103 -0.001 -0.002 0.001
Si 15.382 1.919 6.089 0.003 -0.001 -0.003
Si 15.385 5.774 6.093 -0.005 0.002 -0.004
Si 15.381 9.613 6.099 -0.006 -0.005 -0.002
Si 3.838 13.458 6.111 0.001 0.004 0.002
Si 3.834 1.921 6.1 -0.002 0 0.001
Si 3.833 5.772 6.105 0.006 0.003 0.003
Si 3.839 9.612 6.107 0.011 -0.002 0.002
Si 7.687 13.456 6.119 -0.004 0.001 0.005
Si 7.694 1.919 6.108 -0.003 0.002 0.004
Si 7.691 5.772 6.111 -0.003 0.007 0.006
Si 7.686 9.611 6.114 -0.009 -0.003 0.004
Si 11.529 13.456 6.11 0.002 -0.006 0.001
Si 11.526 1.918 6.099 -0.001 -0.003 0
Si 11.528 5.774 6.1 0.005 0.011 -0.001
Si 11.53 9.612 6.108 0.007 -0.003 0
Si 1.912 13.454 7.475 0.002 -0.003 -0.002
Si 1.907 1.922 7.465 -0.003 0.002 0
Si 1.907 5.776 7.472 -0.01 -0.002 -0.001
Si 1.912 9.609 7.47 0.001 0.007 0.003
Si 5.758 13.458 7.473 0.001 0.005 0.004
Si 5.76 1.922 7.454 -0.002 0.004 0
Si 5.758 5.773 7.457 0 -0.011 0.003
Si 5.759 9.608 7.471 0.004 -0.002 0.003
Si 9.613 13.452 7.481 0.003 -0.004 0.007
Si 9.615 1.919 7.478 0.001 0.004 0.003
Si 9.616 5.775 7.475 0.008 0 0.006
Si 9.611 9.609 7.478 0 0.003 -0.004
Si 13.459 13.454 7.462 -0.002 0.011 -0.002
Si 13.459 1.918 7.448 0.008 0.007 -0.001
Si 13.461 5.782 7.447 0.001 -0.009 -0.007
Si 13.459 9.612 7.462 -0.005 -0.003 -0.002
Si 1.903 -0.003 8.83 0.001 -0.001 0
Si 1.896 3.849 8.828 0.003 0.003 -0.002
Si 1.905 7.694 8.85 -0.001 -0.013 0.006
Si 1.907 11.528 8.838 -0.001 0 0.002
Si 5.754 0.005 8.819 0 0.015 -0.002
Si 5.757 3.849 8.806 -0.002 0.008 -0.009
Si 5.75 7.684 8.833 0.004 -0.001 -0.001
Si 5.756 11.53 8.829 -0.001 0.004 0.003
Si 9.617 -0.009 8.84 -0.002 -0.001 0.01
Si 9.625 3.852 8.835 0 0.002 0.005
Si 9.617 7.691 8.85 0.001 0.011 -0.002
Si 9.615 11.527 8.845 -0.001 -0.002 0
Si 13.463 -0.005 8.811 -0.001 -0.004 0.002
Si 13.46 3.855 8.789 0.002 0.016 -0.01
Si 13.469 7.693 8.827 -0.001 -0.011 -0.004
Si 13.46 11.53 8.826 0.003 -0.006 0.006
Si 15.365 -0.006 10.197 0.014 -0.008 -0.001
Si 15.347 3.863 10.184 0.01 -0.013 0
Si 15.368 7.704 10.225 0.005 0.007 -0.001
Si 15.37 11.527 10.205 0.022 0.01 0
Si 3.831 0.011 10.18 -0.006 -0.014 -0.005
Si 3.833 3.854 10.165 -0.016 -0.012 0.003
Si 3.832 7.679 10.209 -0.013 0.005 0.002
Si 3.834 11.52 10.192 0 0.008 -0.002
Si 7.675 0 10.178 0.007 -0.008 -0.005
Si 7.678 3.856 10.162 0.01 -0.004 0.007
Si 7.673 7.675 10.19 0.021 0.007 0.003
Si 7.677 11.528 10.189 0.009 -0.01 -0.006
Si 11.559 -0.009 10.187 -0.009 0.002 -0.004
Si 11.572 3.858 10.178 -0.01 -0.003 0.003
Si 11.56 7.691 10.2 -0.021 0.008 0.003
Si 11.55 11.523 10.201 -0.024 -0.006 -0.001
O 16.824 11.264 32.547 -0.178 -0.402 -0.305
O 16.989 3.556 32.826 -0.094 -0.518 -0.319
O 3.979 4.408 28.203 -0.307 -0.051 -0.357
O 18.28 7.482 30.566 -0.241 -0.37 -0.41
O 4.27 7.936 32.772 0.108 0.212 -0.279
O 8.116 12.224 30.188 0.054 -0.075 -0.31
O 3.551 1.989 28.973 0 0.139 -0.284
O 4.333 3.661 32.719 0.054 -0.396 -0.446
O 7.858 11.896 32.818 -0.344 0.444 -0.098
O 10.374 11.592 33.551 0.049 -0.145 -0.484
O 8.215 3.988 32.539 -0.045 0.222 -0.236
O 9.586 7.804 31.301 0.152 -0.161 -0.452
O 12.82 11.355 32.54 0.558 -0.321 -0.104
O 10.944 11.368 26.758 -0.154 0.083 0.088
O 11.664 0.43 32.475 -0.318 -0.028 -0.412
O 16.413 0.597 30.691 0.173 0.397 0.013
O 11.958 3.488 32.674 -0.181 -0.502 -0.181
O 14.401 3.805 33.554 0.004 0.062 -0.564
O 11.833 8.013 32.682 -0.267 0.184 -0.023
O 14.367 7.883 33.531 0.102 0.164 -0.295
O 13.756 10.303 19.935 -0.167 0.303 -0.017
O 15.935 9.908 18.582 -0.116 -0.182 0.115
O 15.72 11.982 20.31 0.183 -0.125 0.467
O 15.131 -1.631 18.489 -0.364 0.14 0.019
O 3.737 9.367 18.572 0.071 0.219 0.189
O 4.759 -1.384 17.866 -0.025 0.309 0.129
O 2.116 13.587 17.459 -0.019 0.068 0.655
O 9.057 6.081 21.801 0.024 0.254 0.44
O 17.169 9.543 23.442 -0.121 -0.35 -0.009
O 7.443 13.688 18.085 0.313 0.396 0.301
O 11.83 9.901 18.261 0.161 0.57 0.106
O 9.442 9.55 17.353 0.04 0.065 0.359
O 10.893 13.481 18.525 0.186 -0.249 0.261
O 11.425 -0.79 20.835 -0.161 -0.225 0.49
O 14.252 9.666 26.48 0.107 0.285 0.384
O 15.25 2.772 26.302 0.006 0.344 -0.194
O 16.848 3.485 28.34 -0.021 0.517 0.013
O 12.304 2.762 23.784 0.377 0.108 -0.444
O 15.864 1.047 28.148 -0.215 -0.215 -0.339
O 5.203 11.375 23.085 -0.17 -0.267 -0.438
O 5.681 6.274 28.905 -0.244 -0.038 0.465
O 17.497 9.782 26.011 0.099 0.386 0.175
O 8.039 9.822 31.245 0.386 0.13 -0.325
O 7.496 -0.871 29.038 -0.297 -0.361 -0.216
O 8.931 1.713 31.388 0.352 -0.201 -0.564
O 12.654 1.583 30.24 -0.08 -0.096 -0.07
O 5.191 5.793 26.365 0.344 -0.184 -0.443
O 3.224 5.208 22.052 0.496 0.042 -0.159
O 11.863 7.419 30.091 0.157 -0.443 -0.252
O 5.735 1.195 19.679 0.129 -0.051 0.269
O 12.418 -0.963 30.406 0.146 -0.07 -0.052
O 13.238 0.629 19.5 -0.042 -0.245 -0.041
O 13.248 5.622 19.824 -0.116 0.142 0.491
O 10.94 9.521 23.117 -0.204 0.188 0.224
O 5.776 3.656 18.756 -0.149 0.024 0.089
O 3.631 -0.257 20.387 0.04 -0.559 -0.026
O 17.317 3.763 18.73 -0.157 -0.085 0.41
O 17.613 0.982 22.229 -0.09 0.262 0.19
O 17.395 6.107 19.833 0.269 0.468 0.083
O 15.921 9.506 21.156 -0.253 -0.319 0.281
O 9.243 8.632 21.332 -0.636 0.094 0.205
O 9.14 13.302 20.572 -0.408 0.178 0.377
O 7.721 4.254 23.142 -0.041 -0.421 0.637
O 11.504 3.659 20.27 0.039 0.017 0.135
O 18.844 -2.87 31.318 -0.084 0.444 -0.403
O 5.493 0.267 22.157 0.139 0.146 0.235
O 9.555 0.239 19.29 -0.189 -0.037 0.26
O 13.424 7.925 18.765 0.454 0.233 -0.259
O 13.846 3.158 19.29 0.624 0.221 0.05
O 16.754 1.337 24.672 0.1 -0.459 0.362
O 9.722 6.876 19.393 0.234 0.48 0.056
O 16.042 4.971 21.805 -0.107 -0.079 0.035
O 15.623 11.209 24.823 -0.124 0.345 0.087
O 6.595 9.177 23.183 0.215 -0.183 -0.508
O 7.114 8.448 25.662 0.101 -0.042 0.119
O 11.391 9.02 25.657 -0.044 -0.424 0.131
O 11.491 0.333 24.198 -0.057 -0.304 -0.481
O 5.151 -0.005 28.3 -0.12 -0.171 -0.563
O 12.316 -2.201 28.105 0.524 0.43 -0.051
O 4.959 8.733 29.538 0.149 0.176 -0.24
O 13.268 10.143 24.139 0.147 0.222 -0.449
O 7.29 7.378 20.23 0.138 0.248 -0.016
O 9.163 9.452 26.963 0.179 0.036 -0.178
O 12.948 9.746 30.382 0.065 -0.228 -0.009
O 7.303 0.405 26.754 -0.037 0.615 -0.016
O 10.19 11.021 21.127 0.481 0.362 0.07
O 14.096 1.088 24.567 0.083 -0.484 0.33
O 16.525 -0.948 20.717 0.027 -0.22 0.426
O 5.611 -1.653 32.098 0.344 -0.052 0.205
O 11.241 -1.625 25.817 -0.009 -0.194 -0.094
O 11.522 11.974 30.327 -0.43 -0.276 0.045
O 15.52 -1.36 29.12 -0.479 0.113 -0.689
O 13.629 4.041 21.824 0.004 -0.225 0.445
O 5.197 4.458 23.671 0.348 -0.271 0.377
O 6.99 1.748 28.941 -0.099 0.05 0.441
O 7.192 8.385 28.274 0.532 0.188 0.015
O 6.607 0.725 32.145 0.029 0.394 -0.126
O 17.942 9.1 28.472 -0.304 0.283 -0.102
O 12.162 4.103 30.099 0.124 0.607 -0.168
O 11.763 8.865 20.69 0.171 -0.483 0.11
O 12.554 7.582 23.816 -0.023 -0.022 -0.402
O 7.002 7.494 30.752 -0.377 -0.566 0.228
O 3.158 9.436 21.166 -0.052 0.256 0.157
O 13.355 12.1 25.926 0.203 0.56 -0.006
O 6.88 6.615 23.743 0.231 -0.088 0.276
O 7.374 11.257 24.573 0.628 -0.154 0.108
O 9.023 -0.487 24.922 0.089 -0.215 -0.418
O 11.421 9.276 28.274 -0.43 -0.114 0.075
O 10.346 4.376 23.286 0.169 0.135 -0.073
O 8.632 -0.891 31.378 0.2 -0.216 0.144
O 13.759 8.062 28.45 0.214 -0.496 0.15
O 14.105 12.063 30.321 0.028 -0.098 -0.369
O 6.649 4.097 27.807 -0.021 -0.116 -0.453
O 18.24 5.754 32.519 -0.235 0.118 0.552
O 10.586 3.317 25.693 -0.355 0.399 -0.144
O 16.666 11.836 30.013 -0.134 -0.352 -0.447
O 8.225 3.831 29.934 0.014 0.367 -0.026
O 8.022 11.085 19.602 0.117 -0.043 -0.436
O 6.825 9.473 17.972 -0.416 -0.499 0.212
O 10.987 5.699 31.852 -0.309 -0.074 0.439
O 9.063 3.578 21.046 -0.454 -0.302 0.259
O 18.438 10.026 30.838 0.316 -0.002 0.433
O 10.033 -1.553 29.263 0.086 0.385 -0.309
O 6.403 -0.396 24.475 0.256 0.082 -0.073
O 17.11 1.374 19.679 -0.279 -0.014 0.227
O 5.649 9.881 20.317 0.193 0.225 0.624
O 3.12 7.382 26.621 -0.025 -0.302 0.149
O 14.222 3.071 28.702 0.102 0.237 -0.023
O 4.346 0.293 30.805 -0.391 0.288 -0.145
O 13.982 -1.44 20.869 -0.216 -0.311 0.422
O 12.241 5.177 24.928 -0.178 0.145 0.384
O 15.282 3.286 23.713 0.283 -0.078 -0.145
O 16.028 7.868 27.142 0.064 -0.42 0.07
O 4.648 7.487 20.282 -0.329 -0.071 0.05
O 5.858 11.294 31.294 -0.334 -0.579 -0.536
O 14.452 5.778 23.71 0.345 0.221 -0.062
O 17.125 7.371 22.083 -0.275 -0.132 0.449
O 6.029 5.519 21.493 -0.29 -0.327 0.011
O 5.959 -1.402 20.182 0.18 -0.274 0.376
O 10.5 0.833 26.608 0.195 -0.127 0.285
O 15.707 -1.721 31.687 0.25 -0.604 0.479
O 13.843 7.021 26.006 0.167 -0.316 0.262
O 5.719 11.784 18.614 -0.271 -0.215 -0.259
O 7.407 -2.136 26.247 0.204 -0.034 0.629
O 7.71 11.473 22.072 -0.284 -0.048 0.263
O 13.078 0.753 22.152 0.268 0.352 0.181
O 4.774 7.766 24.635 -0.378 0.414 -0.174
O 5.113 12.139 25.584 -0.471 0.29 0.664
O 3.981 0.848 24.227 0.213 0.027 0.553
O 9.035 2.813 27.673 -0.16 0.027 0.059
O 6.859 10.726 27.055 -0.145 0.221 0.433
O 3.14 5.627 24.67 -0.729 0.193 0.184
O 2.91 3.155 23.642 -0.164 0.192 0.232
O 11.696 2.642 28 0.137 -0.166 -0.061
O 16.95 7.975 32.804 0.141 0.403 -0.53
O 4.267 -1.64 23.598 -0.379 -0.067 -0.35
O 18.232 3.965 30.544 -0.031 0.219 -0.179
O 14.172 0.346 32.029 -0.258 0.364 0.433
O 18 -0.417 28.878 0.09 -0.545 -0.431
O 18.202 11.735 24.365 -0.192 0.529 -0.226

Results
total energy: -109522.933 eV
total energy less fixed offsets of O -438.35, Si -107.03 eV per atom: 0.107 eV
